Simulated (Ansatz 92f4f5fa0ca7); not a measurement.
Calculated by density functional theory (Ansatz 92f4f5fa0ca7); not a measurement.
Periodic cell of 278 atoms, Si167O105B1H5, from a study of silicon, its oxide and their interface. The atomic structure is a simulated model.
Doubt: the cutoff is far below the 930 eV that the study's wrapper takes by default for these files, so forces and energies are approximate.
This geometry differs little from another in the collection (a relaxation step or a small displacement).

Settings
functional: PBE
potential files: Ansatz PAW
basis: plane waves
wave-function cutoff: 580 eV
density cutoff ratio: 5
exchange-correlation grid ratio: 1
k mesh: 1 x 1 x 1, Gamma-centred
self-consistency stop: 5e-08 eV per atom in the density residual
occupations: fixed
spin: none
net charge: 0

Cell vectors (angstrom)
a  11.6015  0  0
b  0  13.3963  0
c  0  0  30.9529

Atoms and the computed forces on them: element, x, y, z (angstrom), force x, y, z (eV/angstrom)
Si  11.6154  -0.1138  24.3309  -0.0006  0.0033  0.0015
Si  3.7104  -0.1774  24.2082  -0.0055  0.0012  -0.0005
Si  7.7835  -0.1008  24.0656  -0.0052  0.0008  -0.0015
Si  2.0258  3.1241  24.4116  0.0036  0.0007  -0.0072
Si  5.9463  3.349  24.2961  0.0061  0.0064  -0.0022
Si  9.8894  3.246  24.1948  0.0052  -0.0012  0.0005
Si  11.661  6.5813  24.2862  0  -0.0033  -0.0013
Si  4.0052  6.5663  24.134  -0.0026  -0.0065  -0.0012
Si  7.7692  6.5998  24.3153  0.0002  -0.0031  -0.003
Si  1.8982  9.8643  24.2178  0.0007  0.0029  -0.0005
Si  5.819  10.0634  24.1903  0.0002  0.0035  0.0001
Si  9.6904  9.8079  24.2408  -0.0064  0.0012  -0.001
Si  11.6708  2.0906  25.1986  -0.0042  0.003  -0.0024
Si  4.0178  2.0853  25.0036  -0.003  -0.001  -0.0009
Si  7.8794  2.1358  24.8922  -0.0049  0.0009  -0.0007
Si  2.0261  5.4549  24.9205  0.0032  0.0075  0.0029
Si  5.8569  5.5249  25.1586  0.0016  -0.0038  0.0025
Si  9.7252  5.4708  25.0168  -0.005  0.006  -0.0003
Si  11.6239  8.7821  25.1117  0.0033  -0.0031  -0.0039
Si  3.9089  8.8294  24.913  -0.0015  -0.0024  -0.0014
Si  7.7029  8.8502  25.0256  0.0022  -0.0045  -0.001
Si  1.8848  12.091  25.1121  0.0021  -0.001  -0.0017
Si  5.791  12.2775  24.9341  0.0038  -0.0005  0.0004
Si  9.6575  12.1181  24.9257  0.0014  -0.0001  -0.0031
Si  11.6182  2.1595  27.5133  0.0031  -0.0062  -0.0035
Si  3.9316  2.1498  27.3856  0.0034  -0.0008  0.0045
Si  7.785  2.1731  27.3163  0.003  -0.0007  0.0031
Si  1.9845  5.5102  27.3286  -0.0028  -0.0089  -0.0012
Si  5.8189  5.5443  27.4835  -0.0021  0.0062  -0.0026
Si  9.6929  5.5095  27.3885  0.0107  -0.0112  0.0012
Si  11.61  8.8557  27.452  -0.0022  0.0013  0.0087
Si  3.8764  8.8717  27.3316  0.0036  0.0036  0.0024
Si  7.7249  8.8938  27.3956  -0.0038  0.0059  0.001
Si  1.9187  12.1821  27.4536  -0.0028  -0.0008  0.0042
Si  5.7969  12.2656  27.3417  -0.0012  0.0006  0.0006
Si  9.652  12.1972  27.3345  -0.0038  -0.001  0.0052
Si  1.9794  1.0454  28.196  -0.0104  0.004  0.0011
Si  5.857  1.0774  28.1857  -0.0017  -0.0003  -0.0038
Si  9.6659  1.0375  28.1899  0.0076  0.0041  0.0003
Si  11.6402  4.4236  28.187  -0.0033  0.0172  0.0152
Si  3.8855  4.3977  28.1874  -0.002  0.0101  0.0034
Si  7.7607  4.4007  28.1835  0.0018  0.0065  -0.0005
Si  1.9595  7.74  28.1765  0.0008  -0.0026  -0.0073
Si  5.7987  7.7916  28.1995  0.0008  -0.0174  0.0057
Si  9.6568  7.7541  28.1875  0.0005  -0.0002  -0.0075
Si  11.5726  11.0976  28.2046  0.0043  0.0027  -0.0054
Si  3.8868  11.1053  28.1712  -0.0005  -0.0036  -0.0011
Si  7.7159  11.1315  28.1713  0.0042  -0.0076  0.001
Si  1.9336  1.1164  30.558  0.1295  -0.1112  0.0835
Si  5.8008  1.1164  30.558  0.1488  -0.1013  -0.0839
Si  9.6679  1.1164  30.558  -0.0959  -0.2215  0.0052
Si  0  4.4654  30.558  0.0986  0.0506  -0.0216
Si  3.8672  4.4654  30.558  -0.0465  -0.1675  -0.0642
Si  7.7343  4.4654  30.558  0.0882  -0.2183  -0.0359
Si  1.9336  7.8145  30.558  0.1316  -0.0934  -0.0991
Si  5.8008  7.8145  30.558  -0.0503  0.0193  0.1076
Si  9.6679  7.8145  30.558  -0.0491  -0.1183  -0.0113
Si  0  11.1635  30.558  -0.1156  -0.0523  0.1381
Si  3.8672  11.1635  30.558  0.1081  -0.1256  -0.0845
Si  7.7343  11.1635  30.558  -0.0454  -0.0285  -0.1229
Si  0  0  0.3944  -0.1181  0.0899  -0.3157
Si  3.8672  0  0.3944  0.1265  0.1462  -0.1386
Si  7.7343  0  0.3944  -0.0849  0.154  0.072
Si  1.9336  3.3491  0.3944  0.132  0.1515  0.003
Si  5.8008  3.3491  0.3944  -0.066  0.1242  0.0954
Si  9.6679  3.3491  0.3944  -0.1827  0.2413  0.0513
Si  0  6.6981  0.3944  -0.1274  -0.1281  0.0364
Si  3.8672  6.6981  0.3944  0.0016  0.108  0.1113
Si  7.7343  6.6981  0.3944  0.0354  0.1741  0.2861
Si  1.9336  10.0472  0.3944  0.0358  -0.1256  -0.3193
Si  5.8008  10.0472  0.3944  0.0572  0.0882  0.3048
Si  9.6679  10.0472  0.3944  -0.1  0.0844  0.0677
Si  11.5791  0.0649  2.7264  0.0004  -0.0015  -0.0038
Si  3.8916  0.0461  2.7488  0.0244  -0.0023  -0.068
Si  7.7064  0.0682  2.7627  -0.0146  0.0169  -0.0684
Si  1.9392  3.4183  2.76  0.0467  -0.0353  -0.0252
Si  5.7671  3.408  2.7794  0.0183  -0.0085  -0.053
Si  9.6257  3.435  2.7775  -0.036  -0.0311  -0.0307
Si  11.5582  6.6959  2.769  0.008  0.0181  0.0082
Si  3.8622  6.7477  2.7763  -0.0038  -0.0034  0.0042
Si  7.72  6.7676  2.8117  0.0134  -0.0086  0.0055
Si  1.9283  10.0419  2.7315  -0.0128  -0.0069  -0.0027
Si  5.8091  10.0939  2.8027  0.0022  0.0461  -0.0394
Si  9.6362  10.1017  2.7724  0.0057  -0.0079  0.0091
Si  11.5829  2.3201  3.448  -0.0098  0.0034  0.0058
Si  3.852  2.264  3.5824  -0.0612  0.0355  0.0783
Si  7.6894  2.3039  3.5708  0.0543  0.0263  0.0848
Si  1.9224  5.6516  3.5812  -0.0041  0.0076  0.0045
Si  5.789  5.6455  3.5997  -0.0048  0.0155  0.0086
Si  9.6159  5.6457  3.6916  -0.0167  0.0043  0.0027
Si  11.571  8.937  3.4787  0.0018  -0.0046  -0.0099
Si  3.8694  8.9827  3.5833  0.0012  0.0065  0.0043
Si  7.7325  9.0074  3.6802  -0.0025  0.0183  0.0041
Si  1.9301  12.3044  3.3563  -0.0011  -0.0103  0.0005
Si  5.8076  12.3408  3.6025  -0.0126  -0.0686  0.089
Si  9.639  12.3667  3.5223  0.0098  -0.0026  0.0148
Si  11.5837  2.4007  5.7637  0.0117  -0.0774  0.025
Si  3.9491  2.2027  6.0154  0.1047  -0.1156  -0.038
Si  7.5195  2.273  5.9922  -0.1865  -0.0858  -0.0293
Si  1.9303  5.6784  5.959  0.0056  0.0317  0.0015
Si  5.7509  5.7041  5.9835  -0.0136  -0.0057  -0.0021
Si  9.5668  5.6643  6.148  0.0112  0.053  0.0067
Si  11.5788  8.9432  5.8157  0.001  0.0259  0.01
Si  3.8778  9.0821  5.9701  -0.0327  -0.0169  -0.0017
Si  7.7424  9.1347  6.121  0.0342  -0.044  -0.0167
Si  1.9207  12.3168  5.65  -0.0565  -0.0437  0.0176
Si  5.8067  12.566  6.0298  -0.0343  0.1831  -0.0457
Si  9.6586  12.4678  5.8812  0.0598  -0.0486  0.004
Si  1.8302  1.0914  6.4839  0.0612  0.1117  0.0049
B  5.7469  1.2218  6.141  0.0848  -0.0244  0.0711
Si  9.639  1.3516  6.6195  -0.0974  0.1406  0.0006
Si  11.5904  4.565  6.6965  -0.017  -0.0062  0.015
Si  3.8455  4.4984  6.7037  0.0091  -0.0168  -0.0048
Si  7.5623  4.5191  6.915  0.008  -0.1239  -0.0041
Si  1.9281  7.9481  6.7324  -0.0286  -0.0258  -0.0077
Si  5.7903  7.9565  6.7923  0  0.0393  0.0338
Si  9.694  7.9721  6.8901  0.0044  -0.0317  -0.0079
Si  11.5772  11.2149  6.4053  0.0052  -0.0169  -0.0373
Si  3.8225  11.3698  6.6376  0.1193  0.079  0.0102
Si  7.7816  11.4528  6.8747  -0.1143  0.1152  0.0334
H  3.8239  4.5132  8.2059  -0.0015  0.0018  -0.0031
H  11.691  4.4062  8.1868  -0.0006  0.0028  0.0023
O  1.366  0.6771  8.0213  -0.0131  -0.0112  -0.0151
O  3.5227  11.5309  8.2853  -0.0205  -0.0407  -0.0043
O  7.2892  4.4606  8.5939  0.0045  0.0258  -0.0022
O  9.9616  8.1813  8.5569  -0.0021  0.0038  -0.001
O  5.7322  7.9411  8.4741  -0.0015  -0.0153  -0.0184
O  1.7888  7.9904  8.3956  0.0145  0.002  -0.0069
O  9.7706  1.7765  8.2312  0.026  -0.042  -0.0298
O  -0.0415  11.0915  8.0407  0.0085  -0.0026  0.0136
O  7.9633  11.7342  8.5243  0.0284  -0.0319  -0.0369
H  0.0856  -0.0313  22.8352  0.0004  -0.0011  -0.0005
H  0.0195  6.6534  22.7918  -0.0002  0.0018  0
H  7.7006  6.5816  22.819  -0.0003  0.0009  -0.0004
O  5.8719  10.3444  22.5357  0  -0.0004  0.0024
O  3.1401  12.9344  22.6335  0.0009  0  0.0015
O  6.0224  3.7984  22.6892  -0.0012  -0.0024  -0.0042
O  1.9558  2.6391  22.834  0.0006  0.0007  0.0026
O  10.2657  3.265  22.5571  -0.0022  -0.0005  -0.0021
O  7.8944  -0.1673  22.3812  0.001  -0.0012  0.0027
O  1.6654  9.697  22.5641  -0.001  0.0002  0.0035
O  4.2888  6.4539  22.4829  0.001  0.0033  -0.0011
O  9.6903  9.4377  22.6161  0.0024  0.0007  0.0036
Si  3.0628  9.7119  14.2308  -0.0005  0.0023  0.0032
Si  10.7  7.0693  19.1891  -0.0009  -0.0009  0.0006
Si  5.4194  12.9207  16.7481  -0.0003  0.0016  0.0014
Si  7.3371  5.3302  9.9841  -0.0025  -0.0046  0.0075
Si  8.9831  8.0577  9.8734  -0.0002  -0.0016  0.0013
Si  8.7792  4.6685  19.495  -0.001  -0.0005  0.0019
Si  2.0407  2.4767  21.2419  -0.0023  0.0046  0.0003
Si  11.3771  9.888  19.1128  -0.0003  0.0001  0.0003
Si  3.5096  0.1068  11.3567  0.0006  -0.0035  0.0033
Si  5.2378  2.3877  15.6075  0.0001  0.0002  0.0021
Si  10.766  12.1272  17.0428  -0.0004  0.0011  0.0026
Si  8.0875  3.0322  16.9639  -0.0005  0.0007  0.0023
Si  4.1881  6.9928  20.9387  0.0001  -0.0027  0.0017
Si  6.0348  1.4009  12.6956  -0.0056  0.0022  0.0021
Si  6.6912  8.7324  19.8264  -0.0009  -0.0014  0.0007
Si  11.5691  11.0382  9.6412  -0.0013  0.0006  -0.0065
Si  8.1953  0.7486  21.0582  0  0.0023  -0.0002
Si  3.9529  4.1854  19.7533  0.0019  0.0006  0.0032
Si  8.4237  3.1986  11.8229  -0.0045  0.0046  0.0059
Si  0.1689  6.318  14.3206  0.0007  -0.0005  0.0042
Si  3.1184  8.8295  17.1251  -0.0001  0.0002  0.0017
Si  8.678  11.9655  9.9737  0.0073  0.0029  0.0136
Si  4.0097  10.8879  9.7031  -0.0036  0.0112  -0.0087
Si  10.0112  1.437  9.8011  0.007  -0.0015  0.0061
Si  5.433  6.7361  11.7901  0.0017  -0.0043  0.0035
Si  1.4682  0.549  16.5332  0.0009  0.0023  0.0016
Si  5.8898  10.6446  14.8276  -0.0018  0.0008  0.0038
Si  1.6951  12.5853  13.7518  0.0026  0.0027  0.0001
Si  8.1835  0.087  18.0737  -0.0003  0.0005  0.0014
Si  1.2703  6.3052  17.2507  0.0002  -0.0003  0.0017
Si  6.175  8.8938  9.737  0.0034  0.0112  0.0071
Si  1.8107  8.6443  9.8853  0.0187  0.0072  0.011
Si  7.434  6.9087  14.2729  0.0011  0.0006  0.004
Si  6.2665  8.443  16.779  0  -0.0001  0.002
Si  2.3089  9.3955  21.0924  0.0004  -0.0022  -0.0003
Si  1.2398  0.4397  9.6074  -0.0075  0.0047  0.0086
Si  9.4037  4.3552  14.5131  -0.0006  0.0007  0.0039
Si  7.6811  12.1204  12.8372  0.0007  0.0019  0.0036
Si  9.7769  8.4511  12.961  -0.0014  0.0013  0.0089
Si  2.8049  3.4566  16.9433  0.0011  0.0011  0.0019
Si  10.4393  11.4666  13.9303  0.0022  0.0011  0.0037
Si  9.607  8.9683  21.0776  -0.0008  -0.0025  -0.0012
Si  3.1271  11.8413  18.3042  0.0004  0.0008  0.0003
Si  5.2094  10.8577  21.1339  -0.0009  0.0002  -0.0008
Si  3.4812  -0.2816  21.0339  -0.0002  0.0026  0.0004
Si  6.6054  3.5512  21.1984  -0.0029  0.0013  0.0027
Si  10.5442  2.6175  21.0749  0.0005  0.0008  0.0025
Si  2.4206  7.2059  12.4395  0.0003  -0.0002  0.0107
O  10.0099  3.6913  19.9592  -0.0002  0.0006  -0.0013
O  6.6133  2.9853  16.2584  -0.0012  0.0001  -0.0022
O  9.7741  1.1765  20.9814  -0.0001  -0.0013  0.0004
O  4.8395  1.006  16.3929  -0.0001  0.0003  -0.0022
O  3.7014  10.2418  21.019  -0.0003  0.0009  0.0004
O  11.524  0.1825  16.9288  0.0005  0.0001  -0.0014
O  5.8508  5.67  10.6041  0.0001  0.0013  -0.0015
O  1.8522  2.102  16.9108  -0.0002  -0.0001  -0.0009
O  7.6666  4.7167  20.7165  0.0005  0.0006  -0.0016
O  9.1477  13.5094  10.1194  -0.0006  -0.0018  -0.0032
O  3.9336  3.374  15.7499  0.0003  -0.0008  -0.0027
O  2.4944  11.214  14.082  0.0006  -0.0001  -0.0031
O  0.5053  2.2837  20.7226  -0.0016  -0.0006  0.0001
O  2.6617  3.8658  20.6859  -0.0018  -0.0022  -0.0038
O  2.525  9.1467  15.6519  -0.0005  0.0012  -0.0017
O  8.5555  1.6049  17.6031  -0.0007  0.0001  -0.0013
O  4.6851  12.2526  18.0363  -0.0004  0.0008  -0.0014
O  2.2896  7.5278  17.6641  -0.0001  0.001  -0.0016
O  8.0007  4.0965  18.1884  -0.0007  -0.0003  -0.0016
O  6.9642  10.9084  13.649  0.0007  0.0008  -0.0027
O  8.3388  8.1347  13.6758  0.0008  0.0004  -0.0027
O  1.7465  7.4193  10.9627  -0.0033  0.0033  -0.0093
O  3.0815  1.2896  20.7615  0.0012  -0.0017  -0.001
O  10.5499  11.4483  15.5668  -0.0004  -0.0001  -0.0027
O  8.1226  4.6697  11.2377  0.0006  -0.0006  -0.0048
O  1.1641  9.7254  19.9759  -0.0005  0.0004  0.0002
O  6.8434  13.4697  13.1452  0.0013  0.0001  -0.0025
O  10.591  7.6511  20.7524  -0.0004  0.001  -0.0012
O  2.486  13.3649  12.5914  -0.001  0.0037  0.0003
O  6.2905  6.5533  13.1672  -0.0003  0.0017  -0.0007
O  2.6803  0.9008  10.2042  -0.0017  -0.0028  -0.0013
O  5.6959  8.2209  11.1464  -0.001  -0.001  -0.0011
O  6.9692  8.3374  18.2558  -0.0005  0.0007  -0.0027
O  5.545  7.8113  20.5418  0.0008  0.0017  -0.0006
O  2.5377  8.7088  13.0751  0.0002  -0.001  -0.0046
O  10.2367  9.9707  13.3154  -0.0001  0.001  -0.0034
O  1.9467  4.8492  16.8902  -0.0003  0.0004  -0.001
O  4.6966  9.724  14.1972  0.0017  -0.0004  -0.002
O  9.2332  3.5188  15.904  0.0004  0.0008  -0.002
O  5.4828  2.1608  14.0187  0.0005  -0.0001  -0.0026
O  7.6906  11.7167  11.2536  -0.0007  0.0007  -0.0035
O  5.2273  12.0208  15.3997  0.0006  -0.0004  -0.0029
O  11.5981  1.3327  10.147  0.0056  0.001  -0.0009
O  3.8801  6.5183  12.2154  -0.0011  0.002  -0.0015
O  2.7975  7.8536  20.8543  -0.0013  0.0022  -0.0007
O  4.6644  8.3353  17.0497  0  0.0009  -0.0014
O  5.0272  12.4998  20.9776  0.0004  -0.0003  0.0003
O  2.9935  10.2203  18.0126  -0.0001  0.0002  -0.0011
O  9.3736  12.4296  17.7931  0.0002  0.0003  -0.0011
O  0.9214  12.2931  10.0884  -0.005  -0.0045  0.0007
O  10.8881  7.4723  13.6086  -0.0008  0.0007  -0.0032
O  9.0685  3.3154  13.3057  -0.0003  -0.0001  -0.0014
O  1.5443  6.222  13.4197  0.001  -0.0001  -0.0035
O  6.9804  12.9877  17.1205  -0.0001  -0.0004  -0.0014
O  6.7744  7.2913  15.7298  -0.0002  0.0008  -0.0026
O  0.471  6.7199  15.8805  -0.0008  0.0007  -0.0029
O  7.0321  2.3586  11.8478  0.0014  0.0013  0.0006
O  10.8972  8.4869  18.3478  0  0.0009  -0.0007
O  10.0347  11.0764  10.1828  0.009  -0.002  -0.0082
O  8.358  5.5991  14.519  0.0003  0.0011  -0.0017
O  0.3071  6.1266  18.5864  0.0003  0.0007  -0.0009
O  2.6815  12.3195  19.8207  0.0001  0.0006  -0.0001
O  6.16  10.2861  19.9318  -0.0002  0.0012  0.0005
O  7.7882  9.1702  9.7601  -0.0013  -0.0024  -0.0035
O  7.8095  13.3957  19.6639  -0.0005  -0.0004  -0.0013
O  6.615  9.879  16.0773  0.0004  0.0011  -0.0022
O  0.554  9.6318  10.1847  -0.0005  0.0039  0.0005
O  11.5719  11.0511  17.9912  -0.0004  0.0006  -0.001
O  4.1047  5.8021  19.8262  -0.0002  0.0014  -0.0009
O  7.3264  2.1083  21.1809  -0.0001  -0.0022  -0.0004
O  4.8003  1.0076  11.722  0.0036  0.0013  -0.0032
O  2.3182  12.7711  17.2625  -0.0003  0.0002  -0.0005
O  8.2253  6.6412  9.6614  0.0021  0.0091  -0.0034
O  10.9367  4.9045  14.3306  0  0.0002  -0.0026
O  9.1772  12.3711  13.4359  -0.0005  -0.0006  -0.0014
O  1.6725  0.2937  14.9446  -0.0002  -0.0004  -0.0016
O  10.1637  10.2226  20.1665  0  0.0011  0.0001
O  3.9745  12.0178  10.8665  0.0027  0.0005  -0.0028
O  8.0819  8.572  20.6577  0.0007  0.0013  0.0001
O  9.4956  2.5885  10.7904  -0.0003  0.0006  -0.0038
O  0.1792  12.1653  13.318  -0.0017  -0.0013  -0.0012
O  9.7004  8.1833  11.336  -0.0011  0.0006  -0.005
O  5.5443  10.3775  9.5523  0.0014  -0.0067  -0.0006
O  5.3401  3.4805  20.1984  -0.0012  0.0017  -0.0016
O  9.352  6.1417  19.0699  0.0005  0.0006  -0.0005
O  3.6776  3.5339  18.3042  0.0005  0.0003  -0.0037
O  3.1504  9.5582  10.0872  -0.0143  -0.0079  -0.0088

Results
free energy: -166115.905 eV
free energy less fixed offsets of B -154.04, H -15.97, O -568.88, Si -635.61 eV per atom: -2.745 eV

The program warned: the cutoff lies below the one the program advises for these potential files; the forces do not sum to zero within the program's tolerance; the exchange-correlation potential is rough where the density is thin.
